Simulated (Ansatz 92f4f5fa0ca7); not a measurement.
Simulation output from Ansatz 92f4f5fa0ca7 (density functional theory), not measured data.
Periodic cell of 148 atoms, Si92O56, from a study of silicon, its oxide and their interface. The atomic structure is a simulated model.

Settings
functional: r2SCAN
potential files: Ansatz norm-conserving
basis: plane waves
wave-function cutoff: 1300 eV
density cutoff ratio: 4
exchange-correlation grid ratio: 1
k mesh: 2 x 2 x 1, shifted by 0.5 0.5 0.5 of a step
self-consistency stop: 5e-08 eV per atom in the density residual
occupations: Fermi-Dirac, 0.05 eV
spin: none
net charge: 0

Cell vectors (angstrom)
a, 10.88, 0, 0
b, 0, 10.88, 0
c, 0, 0, 22.5839

Atoms: element, x, y, z (angstrom)
Si, 0.4105, -0.3719, 0.2431
Si, 2.8769, 3.7967, -0.4784
Si, 0.0212, 5.1323, 0.3235
Si, 2.3123, 8.4849, 0.2677
Si, 5.3215, -0.1197, -0.0367
Si, 7.6709, 2.92, -0.1038
Si, 5.3754, 4.0187, -1.0455
Si, 8.3477, 6.9206, 0.1092
Si, 1.3504, 1.5216, 1.3857
Si, 4.4961, 4.4276, 1.5536
Si, 1.2971, 6.9656, 1.5801
Si, 3.7997, 9.5029, 1.4829
Si, 6.8696, 1.2929, 1.2447
Si, 9.4848, 4.2844, 1.8128
Si, 6.6529, 6.435, 1.5943
Si, 9.4762, 9.1883, 1.3471
Si, -0.0009, 2.6916, 2.8429
Si, 2.6985, 0.0703, 2.8446
Si, -0.0057, 8.1652, 2.868
Si, 2.7354, 5.4784, 2.8707
Si, 5.371, 2.7233, 2.8763
Si, 8.1937, -0.0466, 2.7723
Si, 5.4952, 8.1055, 2.7897
Si, 8.1531, 5.4765, 2.8964
Si, 1.36, 4.08, 4.2157
Si, 4.08, 1.36, 4.2157
Si, 1.36, 9.52, 4.2157
Si, 4.08, 6.8, 4.2157
Si, 6.8, 4.08, 4.2157
Si, 9.52, 1.36, 4.2157
Si, 6.8, 9.52, 4.2157
Si, 9.52, 6.8, 4.2157
Si, 0, 0, 5.621
Si, 2.72, 2.72, 5.621
Si, 0, 5.44, 5.621
Si, 2.72, 8.16, 5.621
Si, 5.44, 0, 5.621
Si, 8.16, 2.72, 5.621
Si, 5.44, 5.44, 5.621
Si, 8.16, 8.16, 5.621
Si, 1.36, 1.36, 7.0262
Si, 4.08, 4.08, 7.0262
Si, 1.36, 6.8, 7.0262
Si, 4.08, 9.52, 7.0262
Si, 6.8, 1.36, 7.0262
Si, 9.52, 4.08, 7.0262
Si, 6.8, 6.8, 7.0262
Si, 9.52, 9.52, 7.0262
Si, -0.0449, 2.6711, 8.4461
Si, 2.7264, 0.0143, 8.3848
Si, -0.0424, 8.1446, 8.3782
Si, 2.6947, 5.4226, 8.2865
Si, 5.5165, 2.7688, 8.3062
Si, 8.1283, -0.0371, 8.4558
Si, 5.4642, 8.1852, 8.4421
Si, 8.1613, 5.4392, 8.4707
Si, 0.9777, 4.5963, 9.5208
Si, 4.4059, 1.1313, 9.2305
Si, 0.4584, 10.0546, 9.6452
Si, 4.31, 10.1059, 12.7978
Si, 6.6106, 4.139, 10.0499
Si, 9.8642, 1.0924, 9.7752
Si, 7.5044, 8.998, 9.6238
Si, 8.8402, 7.4002, 9.2208
Si, -0.2698, 2.1057, 13.4746
Si, 2.3715, 5.9221, 10.7996
Si, -0.3155, 5.9563, 10.4164
Si, 1.6936, 9.0816, 11.3254
Si, 4.662, 1.3293, 11.3933
Si, 7.9251, 2.3983, 11.0149
Si, 4.3999, 6.4078, 9.6216
Si, 7.24, 8.1382, 12.5735
Si, 2.5661, 3.6574, 12.6703
Si, 1.3333, 4.9737, 17.8253
Si, 1.9023, 9.8317, 16.5895
Si, 10.3422, 10.4143, 15.4268
Si, 6.9742, 0.4998, 19.0307
Si, 8.5338, 3.2926, 14.0346
Si, 3.2, 3.8278, 15.8347
Si, 2.7235, 2.8187, 18.0574
Si, -1.0385, 1.2293, 20.7653
Si, 5.295, -2.9568, 14.1449
Si, 4.7017, 10.2591, 14.8521
Si, -1.1874, 6.1276, 13.368
Si, 8.4636, 1.6497, 16.5087
Si, 15.3301, -4.1999, 16.0866
Si, 10.6517, 2.8319, 18.4095
Si, 4.5239, 1.9807, 20.5901
Si, 6.4579, -2.1505, 20.5012
Si, -10.5818, 8.4381, 14.431
Si, 2.3348, 7.6549, 18.3082
Si, 4.0222, 6.9439, 20.8008
O, 1.1719, -1.537, -0.5912
O, -0.4566, -0.0627, -1.0362
O, -5.2149, 1.4995, -3.0328
O, 4.2069, 0.8265, -0.7963
O, -1.353, 5.8342, -0.5069
O, 1.3462, 4.4939, -0.6397
O, 3.2257, 7.2628, -0.2036
O, 0.0065, 17.7632, -8.4366
O, 6.3442, -1.1369, -0.7721
O, 14.5998, -3.8121, -5.1747
O, 6.942, 4.2705, -0.83
O, 8.8124, 2.2856, -0.8955
O, 5.0565, 8.0742, -2.4402
O, 2.6066, 7.4707, -2.6651
O, 7.518, 7.8376, -1.3403
O, 1.3848, 8.5692, -7.0675
O, 3.2462, -1.6008, 11.7194
O, 0.9805, 2.4834, 12.3876
O, 1.9669, 5.0713, 12.1639
O, 2.8549, 3.723, 14.3604
O, 3.8763, -3.7339, 14.5026
O, -2.855, 3.0232, 12.5219
O, 1.5871, 7.4756, 10.711
O, 3.3527, 2.1163, 19.5549
O, 3.6912, 2.5823, 11.8357
O, 9.0639, 0.5017, 15.6115
O, 6.4556, 1.3295, 11.1924
O, 9.9979, 5.535, 11.7987
O, 5.409, 5.4289, 10.2976
O, 11.3215, -0.3967, 16.5874
O, 6.0897, 6.8022, 13.0148
O, 6.8901, 9.0863, 11.1317
O, 3.6669, 2.4878, 16.7503
O, 6.7251, -1.8795, 13.7443
O, 12.1069, 2.3049, 17.7823
O, 2.7557, 4.4278, 18.3791
O, -1.66, 4.9746, 14.3156
O, -9.3534, 4.6912, 16.1645
O, 0.0813, 15.3059, 18.5412
O, 13.8771, -0.1558, 15.8813
O, 8.7261, -3.547, 12.8005
O, 10.9057, 0.6373, 14.2124
O, 9.6094, 2.0737, 17.6432
O, 9.5923, 9.1371, 14.8238
O, 8.153, 2.8175, 15.4033
O, 11.4402, 8.9143, 12.7787
O, 0.0964, 1.9522, 19.999
O, 6.6014, -0.9781, 19.4104
O, 15.3738, -5.978, 16.0527
O, -9.7408, 6.558, 18.4087
O, 5.7675, 7.5476, 15.7391
O, 2.3631, 2.7038, 23.2568
O, 7.2762, 1.1967, 17.6508
O, 8.4912, 0.4789, 19.9853
O, 4.6595, 5.491, 20.9001
O, 2.3252, 9.0748, 17.8731

Results
free energy: -36782.259 eV
free energy less fixed offsets of O -463.61, Si -117.95 eV per atom: 31.301 eV
pressure: -1.30 GPa
stress xx, yy, zz, yz, xz, xy (GPa, positive in tension): 2.58, 1.34, -0.03, -0.48, -0.23, -0.29

Forces (eV/angstrom), in the order of the atoms: element, x, y, z
Si, -1.5218, -0.5363, 1.0381
Si, -2.9615, -0.8871, 0.91
Si, 1.6031, 2.4169, -1.2484
Si, -1.7032, -0.5789, -0.0369
Si, 0.0183, -0.3912, 2.3867
Si, 0.5534, 2.6904, 3.0798
Si, -3.4782, 1.4646, 0.8332
Si, 0.4141, 2.4295, -3.4789
Si, 1.8247, 0.1549, 0.0038
Si, 0.9652, 0.7791, -0.6536
Si, -0.3615, -2.685, -0.1957
Si, 3.3366, 1.2494, 0.618
Si, -2.4249, -0.1609, 1.4235
Si, 1.0916, -4.6448, -2.0691
Si, -2.1004, -0.3227, -0.5363
Si, 0.1019, 0.3342, 0.496
Si, -0.8842, 0.4906, 0.71
Si, -0.6338, 0.5264, 0.2958
Si, -1.1925, 0.1762, 1.6402
Si, -0.2606, 0.4819, -0.8628
Si, 1.5894, -0.4038, -1.0514
Si, 0.3106, -0.3142, -0.5841
Si, -1.0486, 0.679, -0.0557
Si, -0.9997, 1.1104, 2.9811
Si, 0.404, -0.3369, 0.1024
Si, -0.3941, -0.0142, 0.6743
Si, -0.0535, 0.4947, 0.3403
Si, 0.495, 0.0831, 0.4231
Si, -0.0993, -0.5072, 0.5761
Si, 0.2778, -0.4172, 0.0021
Si, -0.1207, 0.0152, -0.2672
Si, 0.0336, 0.4961, 0.987
Si, -0.3453, 0.0189, -0.0543
Si, 0.0301, 0.0428, -0.0098
Si, -0.1663, 0.0738, 0.0053
Si, -0.0302, 0.1196, -0.2077
Si, 0.019, 0.0357, -0.0213
Si, 0.0514, -0.1363, -0.0964
Si, -0.0241, 0.2957, -0.0506
Si, 0.2047, 0.05, 0.0077
Si, 0.2233, 0.3554, -0.4459
Si, -0.0776, -0.5422, -1.1077
Si, 0.1717, 0.4959, -0.8703
Si, -0.2009, -0.3165, -0.0265
Si, 0.5186, -0.3669, -0.3939
Si, -0.0398, 0.0313, 0.2004
Si, -0.5705, -0.5049, -0.4991
Si, 0.0532, 0.352, -1.1532
Si, 0.4557, 0.5099, -0.5
Si, -2.1777, -0.8169, -0.3441
Si, -0.2786, 0.8258, -0.873
Si, 0.4842, 0.581, -1.5309
Si, 0.5849, 1.6441, 0.2239
Si, 1.1182, 0.8397, -0.4646
Si, 0.6044, -0.1051, -0.2087
Si, -1.3457, -1.7553, -0.6245
Si, 1.2585, -3.2323, -2.338
Si, -0.6507, -0.7142, -0.0331
Si, 1.9304, 0.5695, -0.3027
Si, -1.541, 0.4437, -4.0448
Si, -0.3158, 1.8947, -2.6155
Si, -1.4514, -0.3785, 0.7176
Si, -3.5325, 1.4515, 0.1416
Si, 3.9685, -2.386, 0.9696
Si, 2.8595, -2.0743, -0.6825
Si, 0.8073, 2.4371, 0.3392
Si, -3.2742, 4.1071, -1.1504
Si, -2.8205, -1.9117, 2.8305
Si, 3.0926, -1.8477, 0.6841
Si, -3.146, -1.6357, -0.8102
Si, -2.2254, 1.2705, 0.0467
Si, 0.3211, -4.0855, -1.5746
Si, -1.0574, -4.1251, 1.3218
Si, 1.8682, 5.2167, -2.6094
Si, 0.7702, 0.1087, -4.5221
Si, -4.2736, 5.0373, -3.6246
Si, 1.4735, 2.0984, 4.4981
Si, 5.1786, 4.1839, -5.1991
Si, 1.3605, 4.0306, 2.4984
Si, 2.6879, -3.058, 4.531
Si, -6.3689, -2.4713, 1.1436
Si, 1.9684, -0.7083, -0.2693
Si, -1.3727, 1.2183, 4.105
Si, -0.0445, 2.6735, -2.9136
Si, -0.8919, -1.4257, 2.9871
Si, -0.2033, -2.4271, -3.5866
Si, 6.1701, -1.0455, 4.4844
Si, 0.8405, -0.3963, 0.9455
Si, 0.437, 1.9894, 2.5742
Si, -2.1689, -2.5648, -6.8383
Si, 3.0774, -7.6089, 3.2022
Si, -3.4135, 3.0668, 0.3947
O, 3.1908, -1.4098, 0.6866
O, -2.0061, 3.2936, -2.1863
O, 3.3139, -1.889, -0.2797
O, 0.6217, 1.1752, -1.8771
O, -0.4655, 1.4779, 0.5635
O, -1.6167, 1.1513, 0.5876
O, 3.5751, -1.8667, -4.7478
O, -0.36, -1.3407, 0.2786
O, -1.6757, 1.1434, 0.262
O, -2.7509, 0.7633, 2.0893
O, 1.38, -0.8581, -0.2098
O, 4.2192, -1.822, -3.0613
O, -1.0485, -1.9867, 0.7726
O, 3.4442, -0.6892, 0.9437
O, 2.5779, -3.3545, 0.6649
O, 1.824, 0.9174, 1.8351
O, 0.1469, 0.924, 0.9293
O, 0.5269, 1.643, 2.7162
O, 1.8851, -0.8909, 1.7354
O, -0.6637, -1.5961, -7.0157
O, -1.2838, -1.0462, 1.3847
O, -0.1582, 0.7902, 3.2591
O, 0.2327, -1.3669, 0.815
O, -3.3001, 1.2393, -3.909
O, -1.8399, 3.1528, 2.1897
O, -1.9232, 0.4504, 1.995
O, 0.262, 1.6428, 0.7216
O, 0.2088, -1.2015, 3.7201
O, 3.0783, -3.1708, 0.8285
O, 0.8038, 1.0005, 3.586
O, 0.3448, 3.478, -0.5336
O, 1.3049, -1.8797, 3.1563
O, -1.9138, 2.0033, -0.2788
O, -0.5228, 2.0973, 1.8052
O, -0.0882, 0.1971, -0.0705
O, -0.1273, -1.1129, 0.5219
O, -2.6446, -4.5435, -0.0339
O, 1.9982, -1.0942, 2.3594
O, -4.2044, -2.9497, 1.0556
O, 0.8995, -1.0018, -0.4679
O, -2.0642, 1.194, -0.123
O, 0.673, 0.818, -0.7812
O, -3.6305, -0.314, -2.8956
O, 4.3479, -1.129, 0.1368
O, -2.4634, -1.3785, 4.6406
O, 2.1537, 0.5872, 0.4505
O, -0.4354, 3.1605, -3.5095
O, -0.1175, -1.467, -2.2988
O, -1.6355, 1.3187, -0.0749
O, 0.0719, -1.0041, -3.5623
O, 1.3145, -0.7948, 1.0192
O, -0.3049, -1.717, 0.5529
O, 1.4756, 0.7062, -3.9204
O, -0.3023, 1.6957, -1.5402
O, 1.2143, -1.0228, -0.1303
O, -0.9039, 4.5777, 0.5098
